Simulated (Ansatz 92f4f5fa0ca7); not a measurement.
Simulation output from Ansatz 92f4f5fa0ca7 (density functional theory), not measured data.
Periodic cell of 240 atoms, Si128O80H32, with a vacuum gap, from a study of silicon, its oxide and their interface. The atomic structure is a simulated model.

Settings: functional r2SCAN; potential files Ansatz PAW; basis plane waves; wave-function cutoff 800 eV; density cutoff ratio 5; exchange-correlation grid ratio 1; k mesh 1 x 1 x 1, shifted by 0.5 0.5 0 of a step; self-consistency stop 1e-11 eV per atom in the density residual; occupations fixed; spin none; net charge 0; applied field sawtooth along c, amplitude -0.015 V/angstrom in the program's sign convention, ramp centred at 0.9884 of c and 0.0232 of c wide, no dipole correction.

Cell vectors (angstrom)
a 10.88 0 0
b 0 10.88 0
c 0 0 43.1189

Atoms and the computed forces on them: element, x, y, z (angstrom), force x, y, z (eV/angstrom)
Si 5.2981 -5.5517 29.5669 0.0107 -0.0118 -0.0236
Si 7.9598 -2.8923 29.6485 0.0042 -0.0105 -0.02
Si 5.7779 -0.7316 29.5254 -0.013 0.0055 -0.0255
Si 8.5885 -8.8938 29.4918 -0.0128 0.0068 -0.0278
Si 0.312 -6.2074 29.3928 -0.0087 0.0085 -0.0266
Si 3.0426 -3.4341 29.4233 -0.0121 0.0059 -0.029
Si 10.7509 -0.2559 29.3771 0.0017 -0.0089 -0.0252
Si 2.5462 -8.4025 29.3532 0.008 -0.0051 -0.0226
Si 6.8176 -4.454 30.9373 -0.0019 0.0063 -0.0171
Si 9.6072 -1.7478 30.8132 -0.0066 0.0019 -0.0129
Si 6.9401 -9.9974 30.768 0.0043 -0.0107 -0.0093
Si 9.6714 -7.3037 30.8069 0.0027 -0.0041 -0.0089
Si 1.4504 -4.5931 30.7064 0.0067 -0.0042 -0.0082
Si 4.1754 -1.8708 30.7863 0.0109 -0.0034 -0.0061
Si 12.3119 0.9104 30.7064 -0.0083 0.0061 -0.0076
Si 4.1289 -7.2433 30.6999 -0.0064 0.0086 -0.0088
Si 5.4802 -3.1355 32.285 0.003 -0.0039 0.0024
Si 8.2675 -0.4233 32.2128 0.0009 0.0015 0.0077
Si 5.5276 -8.604 32.0446 0.0014 0.0012 0.0092
Si 8.2545 -5.9052 32.0941 -0.0014 -0.0027 0.0128
Si 10.9764 -3.1937 32.0617 0.0005 -0.0065 0.006
Si 13.6816 -0.4534 32.0514 0.0012 -0.0033 0.0104
Si 11.0067 2.2354 32.1801 -0.0077 -0.0016 0.0006
Si 2.7949 -5.9147 32.1376 0.0017 -0.0014 0.0034
Si 4.1299 -4.5558 33.5362 -0.0011 0.002 0.0092
Si 6.8954 -1.7833 33.5541 0 -0.0093 0.0065
Si 4.1682 -9.9736 33.4155 0.0127 0.0133 0.0264
Si 6.8819 -7.2565 33.4406 -0.0038 0.0003 0.025
Si 9.6119 -4.5401 33.4445 0.0029 0.0073 0.024
Si 12.3308 -1.8178 33.425 -0.0104 -0.0104 0.0263
Si 9.6285 0.9197 33.5429 0.005 0.0016 0.012
Si 12.3444 -7.2682 33.513 0.0037 0.0035 0.0122
Si 1.3084 -1.3553 9.6361 -0.0064 -0.0014 -0.0166
Si 4.0727 1.3862 9.6232 -0.002 0.0077 -0.0132
Si 1.3938 4.0866 9.6645 0.0039 0.0078 -0.0244
Si 4.0661 -4.0932 9.65 -0.0053 -0.0079 -0.0248
Si 6.8155 -1.3556 9.6668 0.0114 0.0053 -0.0265
Si -1.3689 1.3339 9.6724 -0.007 -0.0028 -0.0234
Si 6.761 4.0529 9.5798 0.0009 0.0041 -0.0138
Si -1.3345 -4.0161 9.5923 -0.0022 -0.0058 -0.01
Si 2.619 0.0875 10.9226 0.0027 0.0007 -0.0062
Si 5.4989 2.6509 11.005 -0.007 0.0054 -0.0086
Si 2.7499 5.4318 11.0614 0.003 -0.0007 -0.0105
Si 5.4189 -2.7141 10.9788 0.0005 -0.0055 -0.0141
Si -2.7105 -0.0247 11.0786 0.0024 0.0016 -0.0125
Si 0.0177 2.7117 10.9791 0.0059 -0.0021 -0.0147
Si 8.0872 5.5242 10.7991 -0.001 -0.0009 -0.0089
Si 0.0143 -2.7299 11.058 0.0028 -0.0027 -0.0034
Si 1.3238 1.3986 12.4461 0.0013 0.0036 0.0168
Si 4.1603 4.0352 12.3299 0.0012 -0.0015 0.0126
Si 1.4017 -4.106 12.4689 -0.0035 -0.0003 0.0139
Si 4.0014 -1.2888 12.1724 -0.0035 0.004 0.0219
Si -4.0526 1.2877 12.5012 0.0016 0.0101 0.0112
Si -1.4325 4.1612 12.0582 -0.0047 0.0062 0.0215
Si 6.788 -4.0853 12.3001 0.0017 -0.0069 0.0166
Si -1.3582 -1.3683 12.4535 0.0035 -0.0091 0.018
Si 0.2203 -0.225 13.7843 0.009 -0.008 -0.0472
Si 3.0197 2.5093 13.6596 0.0095 -0.0093 -0.0415
Si -0.3435 -5.2727 13.5218 -0.0004 -0.0005 -0.034
Si 2.5419 -2.3847 13.6203 0.0001 -0.002 -0.0382
Si 5.0958 0.1246 13.6767 0.003 0.013 -0.0388
Si -2.8054 3.0076 13.5328 -0.0001 0.004 -0.0346
Si 5.7822 5.1308 13.6069 0.0022 -0.0032 -0.0404
Si -2.5317 -3.0092 13.6687 0.0089 -0.0113 -0.0469
Si 8.2581 -4.8464 22.6448 0.0029 -0.0033 -0.0662
Si -0.8767 3.613 15.7037 0.0104 -0.0022 -0.0698
Si 2.3127 -2.6832 24.5193 0.0078 -0.0077 -0.0848
Si 4.547 -9.6847 27.3893 0.0128 0.0042 -0.0816
Si -0.3566 -0.6013 16.6807 0.006 0.0065 -0.0658
Si 10.9755 -3.4791 22.5044 -0.0101 0.0003 -0.0656
Si 1.9198 2.7554 16.4167 -0.034 -0.0018 -0.0643
Si 7.5816 0.7068 22.9287 0.006 -0.0039 -0.0576
Si -2.4644 -2.6052 16.6013 -0.004 -0.0033 -0.0641
Si 5.2504 -4.676 16.5005 -0.0003 -0.0021 -0.0685
Si 9.7025 -4.3399 27.4022 -0.0111 0.0079 -0.0661
Si 4.5007 -5.515 20.9161 -0.0179 -0.0057 -0.0652
Si 7.3967 -5.3252 25.5445 -0.0227 0.0123 -0.104
Si 4.2285 -7.0578 23.469 -0.0142 0.0018 -0.0708
Si 4.0209 -1.0179 22.416 0.0077 0.0003 -0.0671
Si 1.7531 -7.8602 21.9513 -0.0014 -0.0042 -0.0552
Si -2.6798 3.9218 20.2917 -0.0013 0.0092 -0.071
Si 8.0724 5.3476 17.5279 0.0005 0.0082 -0.0722
Si 5.168 -9.8174 24.4185 0.0111 0.0011 -0.0841
Si 6.4112 1.4839 20.1542 0.0019 -0.0028 -0.0634
Si 5.9171 -3.3244 22.0561 0.0094 -0.0007 -0.0551
Si 9.9083 -8.9408 21.8328 0.0047 0.0013 -0.0488
Si 9.4343 -0.9631 21.4758 -0.0049 0.0069 -0.0645
Si 3.3483 0.8612 20.211 -0.0087 0.0047 -0.0762
Si 1.7085 -5.1202 20.6199 0.0063 -0.0081 -0.0639
Si 12.0036 -2.1874 27.2118 0.0073 -0.0107 -0.0808
Si 6.76 -7.3937 27.5288 -0.0078 0.0084 -0.066
Si 4.4893 -1.8784 15.9 0.0023 0.0019 -0.0687
Si 4.746 -4.433 24.8055 -0.0028 0.0004 -0.0667
Si 2.4822 -0.0668 17.3967 0.0002 0.0002 -0.0729
Si -2.5196 -0.5687 18.6896 0.0086 -0.0135 -0.0754
Si 3.1508 4.9073 18.3204 -0.0042 -0.0066 -0.0739
Si 5.5354 -5.9113 34.8393 -0.0128 0.0211 0.1839
Si 8.2612 -3.1925 34.8418 -0.0106 0.014 0.1832
Si 5.5085 -11.2975 34.8386 0.0101 -0.0207 0.184
Si 8.2388 -8.589 34.8346 0.0084 -0.0081 0.1825
Si 10.9566 -5.8948 34.8242 0.013 -0.0157 0.1796
Si 13.6604 -3.1569 34.8371 0.024 -0.0212 0.1795
Si 10.9904 -0.4791 34.8386 -0.0127 0.0228 0.1901
Si 2.8328 2.2435 34.8324 -0.0201 0.0132 0.1929
Si 6.893 -4.5455 36.2024 0.0188 -0.0334 0.2361
Si 9.6209 -1.8293 36.1901 -0.0059 -0.0118 0.3462
Si 6.8714 -9.9424 36.1756 0.002 -0.0149 0.4269
Si 9.6006 -7.2448 36.1968 -0.0353 0.0613 0.2922
Si 12.2978 -4.5175 36.1709 0.0334 -0.0127 0.4119
Si 4.166 -1.8072 36.187 -0.0688 0.0425 0.2688
Si 1.4676 0.8878 36.1973 0.0389 -0.0437 0.2355
Si 4.1783 -7.2709 36.1911 0.0344 -0.0118 0.3412
Si 1.3507 1.369 6.9382 -0.0094 -0.0107 -0.2145
Si 4.0581 4.0968 6.8776 -0.0244 0.0422 -0.4592
Si 1.3606 -4.0688 6.952 0.0041 -0.0424 -0.3627
Si 4.0745 -1.3606 6.9576 0.0221 -0.0377 -0.3026
Si 6.7871 1.3546 6.9521 0.0524 -0.0053 -0.3318
Si -1.3495 4.0783 6.9543 0.0323 -0.0364 -0.3108
Si 6.7956 -4.0788 6.929 -0.004 0.0205 -0.2351
Si 9.4993 -1.3371 6.8791 -0.0537 0.0443 -0.4399
Si -0.0381 -0.0074 8.267 0.0131 0.0115 -0.1915
Si 2.7332 2.7521 8.2636 -0.0108 -0.0108 -0.1929
Si 0.0188 -5.4381 8.3049 -0.0014 0.0165 -0.169
Si 2.7064 -2.7125 8.3146 -0.0073 0.0063 -0.1733
Si 5.4336 -0.0052 8.3129 0.0108 -0.003 -0.1775
Si 8.1704 2.7026 8.2914 -0.0055 -0.0065 -0.1678
Si 5.4011 5.4296 8.2544 0.0044 0.0085 -0.1926
Si 8.1635 -2.68 8.2544 -0.0081 -0.0112 -0.1938
O -2.4738 4.8909 19.0309 0.003 -0.0168 0.0601
O 4.0923 1.3472 14.1207 -0.0047 0.0019 0.0156
O 12.3137 -7.2925 28.8611 0.0003 -0.0033 0.0195
O -1.7474 2.6232 14.7371 0.0124 0.0016 0.0383
O 2.3463 -2.7812 28.098 0.0152 -0.011 0.0445
O 3.4075 -2.6766 14.9766 0.0187 0.0064 0.0343
O 5.3551 -1.8193 21.9235 -0.0014 -0.0005 0.0167
O 3.1487 -9.1441 28.0102 -0.0196 0.0085 0.0438
O -1.4007 -4.1346 14.0196 -0.004 0.0013 0.0188
O 11.3783 -0.9172 28.009 -0.013 0.0192 0.0505
O -0.3045 0.2288 15.2767 -0.0057 -0.0031 0.0455
O 10.427 -5.6286 28.0648 0.014 -0.0179 0.0351
O 6.9395 4.0639 14.0931 -0.0019 0.0039 0.0172
O 8.7679 -4.7272 26.1494 0.0245 0.0059 0.0384
O 12.0168 -3.5033 23.7474 0.0174 0.0115 0.0442
O 3.3067 -0.4975 21.0805 0.0089 -0.0079 0.039
O 5.3629 -0.8245 15.0014 -0.0025 -0.0103 0.0312
O 4.8479 1.3258 19.8186 -0.0008 0.0018 0.0158
O 4.1879 -4.5135 28.928 -0.006 -0.0014 0.0217
O 2.4754 3.2981 14.9912 -0.015 -0.0034 0.04
O 11.2805 -8.4987 22.536 -0.0006 0.0001 0.0331
O 8.6942 -3.6725 28.4467 -0.0108 0.0151 0.0384
O 2.5547 0.5146 18.8779 0.0104 0.0095 0.0497
O 4.2334 4.6009 19.5092 0.016 0.0035 0.0511
O -1.4362 2.9275 20.6286 0.0083 -0.0112 0.0327
O 6.8857 3.0219 19.9933 0.0034 -0.0045 0.0186
O -2.0074 -1.3916 20.0095 0.0113 -0.0074 0.0459
O 5.5917 -8.4767 27.4776 0.0041 0.0041 0.0295
O 7.7049 -2.6385 15.1362 -0.0008 0.0047 0.0499
O 2.6893 -7.4637 23.1991 0.018 0.0016 0.0377
O 8.0485 -8.0924 28.1824 0.0196 -0.0138 0.0389
O 5.1547 -5.1171 14.9571 -0.0083 0.0135 0.0507
O -1.2905 0.0951 17.8304 -0.0128 0.0049 0.0363
O 4.4737 0.7475 25.841 -0.0044 0.0047 0.0683
O 6.595 -9.8214 21.6978 0.0111 -0.0008 0.0425
O 10.161 0.4644 21.2151 0.0053 -0.0001 0.0196
O 5.0923 -8.2614 24.0647 0.0041 -0.0076 0.0204
O 3.8603 -5.0741 17.2041 -0.0135 -0.0063 0.043
O 11.5612 -3.9979 21.0874 -0.0095 0.0134 0.0427
O 2.5939 3.5519 17.6514 0.0157 0.016 0.0315
O 7.59 -5.4575 23.9638 -0.0058 -0.0027 0.0418
O -0.0463 4.7266 14.8603 -0.0035 -0.0139 0.0381
O 3.4552 -3.575 25.2638 -0.0011 0.0009 0.0285
O 4.2404 -5.9459 24.6249 0.0058 0.0061 0.0316
O -1.999 4.3007 16.6185 -0.016 0.0146 0.0315
O 6.2412 -6.1221 28.3703 -0.0105 0.0082 0.0362
O 5.1947 -3.8949 23.366 -0.0118 -0.0079 0.0516
O 4.9085 -6.5729 22.0714 -0.0018 -0.0109 0.0373
O 6.4781 5.4148 17.2122 0.0085 -0.0069 0.0318
O 2.3877 1.2152 16.4253 0.0003 -0.0087 0.0295
O 6.048 -4.4148 25.7904 0.0172 0.001 0.0271
O 6.8864 -1.8264 29.0016 -0.0009 0.0046 0.0193
O 8.0272 -5.9832 21.5481 0.0067 0.0193 0.0451
O 3.7381 -1.0117 17.0416 -0.0172 0.0154 0.0393
O 1.1139 -0.8905 17.2533 0.0041 0.0023 0.0233
O 7.1585 -6.8287 26.0835 -0.0045 -0.018 0.0437
O 8.2671 -0.7146 22.5817 -0.0098 0.0032 0.0199
O 0.2955 2.8501 16.524 -0.005 -0.0012 0.0202
O 1.6687 -1.7969 25.7279 -0.0199 0.0143 0.0633
O 2.5808 -8.8405 20.9853 -0.0068 0.0089 0.0304
O 10.8507 -3.296 26.9778 -0.0024 -0.0062 0.0313
O 10.4482 -2.0001 22.1582 0.002 -0.0053 0.027
O 12.1365 -6.589 21.0935 0.0051 -0.0114 0.0276
O 5.5593 -4.2982 20.7951 0.0007 0.0095 0.0303
O 9.6438 0.8666 28.915 0.0013 -0.0007 0.0113
O -0.9731 -2.0489 16.344 -0.0032 0.0048 0.0317
O 3.1132 -4.795 21.3598 0.0031 0.0021 0.0234
O 7.5188 -3.4529 22.2241 0.0063 0.0007 0.0265
O 6.7374 0.6351 24.3079 -0.0179 -0.0034 0.0283
O 7.6642 -1.6178 17.657 0.0066 0.0131 0.0311
O 5.3802 -3.0524 16.5865 -0.001 -0.0142 0.0299
O 7.3064 0.5585 19.165 -0.0119 0.0125 0.0283
O 8.7482 -9.0409 22.9711 -0.0067 -0.0071 0.0166
O -2.2681 -4.0474 17.2677 0.0019 -0.0139 0.0192
O 1.3889 -1.3294 14.0972 -0.0011 0.0003 0.0205
O 9.7959 -4.4937 22.9191 -0.0054 -0.0003 0.0243
O 3.0111 -1.8674 23.3235 -0.0145 -0.0123 0.0364
O 1.9299 -5.1448 19.0131 -0.0129 0.0136 0.0474
O 4.3645 0.2701 23.2937 0.0066 0.0151 0.0343
O 5.0563 -0.0887 28.2142 0.0111 -0.0161 0.039
H 6.0732 -3.7217 37.1348 0.2737 -0.2749 -0.2845
H 7.715 -5.3671 37.1348 -0.3389 0.319 -0.2554
H 8.7985 -1.0082 37.1225 0.2352 -0.2251 -0.288
H 10.438 -2.6558 37.1225 -0.3664 0.3818 -0.2264
H 6.0487 -9.1215 37.108 0.4061 -0.3384 -0.2343
H 7.6873 -10.7701 37.108 -0.2417 0.2273 -0.2793
H 8.7765 -6.4253 37.1292 0.3616 -0.31 -0.2453
H 10.421 -8.068 37.1292 -0.2591 0.2438 -0.2945
H 11.4747 -3.697 37.1034 0.3363 -0.4085 -0.2419
H 13.1245 -5.3344 37.1034 -0.2298 0.2465 -0.2746
H 4.9864 -2.6304 37.1194 -0.2589 0.2819 -0.3022
H 3.3455 -0.984 37.1194 0.3321 -0.3582 -0.2402
H 2.2918 0.0684 37.1297 -0.3383 0.353 -0.241
H 0.6446 1.7084 37.1297 0.25 -0.2484 -0.2972
H 5.0058 -8.087 37.1236 -0.3823 0.3643 -0.2242
H 3.3593 -6.4464 37.1236 0.2175 -0.2429 -0.2901
H 0.5303 2.1922 6.0058 0.3258 -0.3272 0.2545
H 2.1705 0.5452 6.0058 -0.285 0.2833 0.2691
H 3.2422 4.9245 5.9451 0.2986 -0.3547 0.2324
H 4.8806 3.2757 5.9451 -0.2625 0.2758 0.2598
H 2.1833 -4.8898 6.0196 -0.2959 0.355 0.2752
H 0.5331 -3.2528 6.0196 0.2594 -0.2729 0.3042
H 4.8986 -2.1801 6.0252 -0.3238 0.2816 0.2733
H 3.2524 -0.5391 6.0252 0.2928 -0.2758 0.2833
H 5.97 2.1811 6.0197 0.2656 -0.2646 0.3107
H 7.6102 0.5341 6.0197 -0.366 0.2986 0.2727
H -2.1737 4.8977 6.0218 0.2803 -0.2746 0.2929
H -0.5291 3.2552 6.0218 -0.3082 0.3519 0.2568
H 5.9752 -3.2556 5.9966 0.2999 -0.3083 0.2503
H 7.6187 -4.8993 5.9966 -0.2854 0.2842 0.2691
H 10.3184 -2.1616 5.9467 -0.2666 0.2636 0.2657
H 8.6726 -0.5202 5.9467 0.363 -0.3065 0.2263

Results
free energy: -128006.327 eV
free energy less fixed offsets of H -15.71, O -570.45, Si -639.56 eV per atom: -3.927 eV

The program warned: the cutoff lies below the one the program advises for these potential files; the forces do not sum to zero within the program's tolerance; empty levels may hold ghost states of the PAW files; the exchange-correlation potential is rough where the density is thin.
